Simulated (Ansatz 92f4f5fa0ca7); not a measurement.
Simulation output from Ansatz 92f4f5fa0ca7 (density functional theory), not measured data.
Periodic cell of 237 atoms, Si145O90As2, from a study of silicon, its oxide and their interface. The atomic structure is a simulated model.
Doubt: the cutoff is far below the 930 eV that the study's wrapper takes by default for these files, so forces and energies are approximate.

Settings
functional: PBE
potential files: Ansatz PAW
basis: plane waves
wave-function cutoff: 580 eV
density cutoff ratio: 5
exchange-correlation grid ratio: 1
k mesh: 1 x 1 x 1, Gamma-centred
self-consistency stop: 5e-08 eV per atom in the density residual
occupations: fixed
spin: none
net charge: 0

Cell vectors (angstrom)
a, 11.6015, 0, 0
b, 0, 10.938, 0
c, 0, 0, 32.0622

Atoms and the computed forces on them: element, x, y, z (angstrom), force x, y, z (eV/angstrom)
Si, -0.2851, -0.1461, 23.2624, 0.0626, 0.0257, -0.0111
As, 3.5414, 0.162, 22.7104, 0.0882, -1.3177, -0.2142
Si, 7.4603, -0.1917, 23.4289, -0.2052, 0.0277, -0.0543
Si, 1.5794, 1.3113, 23.3902, 0.1242, 0.5248, -0.2183
Si, 5.6349, 1.3538, 23.2442, -0.211, 0.6001, -0.2008
Si, 9.3602, 1.1737, 23.3466, 0.0075, 0.1146, -0.0706
Si, 0.1268, 5.3548, 23.4451, -0.0607, -0.0267, -0.0858
Si, 4.051, 5.2613, 23.3696, 0.0232, -0.0439, -0.0559
Si, 7.9793, 5.5769, 23.5568, 0.0203, -0.0794, 0.0261
Si, 2.1382, 6.614, 23.3489, -0.0159, 0.1016, -0.0111
Si, 5.9046, 6.7251, 23.4475, -0.0778, 0.1057, -0.0534
Si, 9.9342, 6.8552, 23.6203, 0.0001, 0.0231, -0.0082
Si, 1.8924, 2.5934, 25.3664, -0.1617, -0.1167, -0.0859
Si, 5.7356, 2.6348, 25.2844, 0.2915, -0.1101, -0.2007
Si, 9.5915, 2.6551, 25.2325, 0.0314, -0.004, -0.0244
Si, 11.5827, 3.9609, 25.3352, -0.0164, -0.0002, -0.0013
Si, 3.8248, 3.9621, 25.3132, 0.0276, 0.0532, 0.0714
Si, 7.6895, 4.0383, 25.3317, -0.0904, 0.0538, 0.0722
Si, 1.9547, 8.0971, 25.2344, -0.0398, 0.0648, 0.1941
Si, 5.7583, 8.0664, 25.3936, 0.004, 0.0479, 0.2576
Si, 9.6748, 8.2535, 25.4432, 0.0187, -0.0125, 0.0514
Si, 11.6164, 9.5374, 25.279, 0.0248, -0.1047, -0.0847
As, 3.8644, 9.576, 25.2208, 0.1616, 0.3022, 0.243
Si, 7.6369, 9.4881, 25.4034, 0.0545, -0.0789, -0.0476
Si, 11.6271, -0.028, 27.2097, -0.0398, 0.015, -0.0185
Si, 3.8846, -0.0828, 27.3, 0.0255, -0.3064, -0.1849
Si, 7.7409, -0.0325, 27.2723, -0.0209, -0.0174, -0.0077
Si, 1.9649, 1.2765, 27.2838, 0.0022, 0.1109, 0.1387
Si, 5.8046, 1.2914, 27.2153, -0.0297, 0.0953, 0.1706
Si, 9.6759, 1.3198, 27.1889, 0.0069, -0.0118, 0.0288
Si, 11.5667, 5.4318, 27.2058, -0.025, -0.044, 0.0402
Si, 3.8173, 5.384, 27.2259, -0.0388, -0.0006, 0.0148
Si, 7.7015, 5.4196, 27.2542, 0.04, -0.0302, 0.0589
Si, 1.9141, 6.7836, 27.2138, -0.0421, 0.0046, -0.1412
Si, 5.741, 6.735, 27.3107, 0.0909, 0.0101, -0.1189
Si, 9.635, 6.7903, 27.2811, -0.0187, -0.0544, 0.0056
Si, 1.9341, 2.7123, 29.1706, -0.0739, -0.0257, 0.0078
Si, 5.7827, 2.7005, 29.1405, 0.0426, -0.0372, 0.0423
Si, 9.6733, 2.7093, 29.1337, -0.0238, -0.0027, 0.057
Si, -0.0002, 4.088, 29.158, 0.0062, -0.0129, -0.0212
Si, 3.8531, 4.0696, 29.1796, 0.0277, -0.0195, -0.0149
Si, 7.7237, 4.0629, 29.1823, 0.0197, -0.003, -0.0512
Si, 1.9113, 8.1654, 29.145, -0.0032, 0.0028, -0.0021
Si, 5.7977, 8.1698, 29.1854, 0.005, 0.0039, -0.0855
Si, 9.6605, 8.1908, 29.1859, 0.0296, -0.0047, -0.0634
Si, -0.0084, 9.5519, 29.1502, -0.0064, 0.0269, 0.0572
Si, 3.8602, 9.4927, 29.1916, -0.0281, 0.2733, 0.2265
Si, 7.7287, 9.541, 29.1935, -0.0279, 0.0193, -0.055
Si, 0, 0, 31.0965, 0.0206, -0.032, -0.0849
Si, 3.8672, 0, 31.0965, -0.0153, -0.1406, 0.0074
Si, 7.7343, 0, 31.0965, -0.035, 0.0443, 0.1302
Si, 1.9336, 1.3673, 31.0965, -0.0388, -0.122, 0.0848
Si, 5.8008, 1.3673, 31.0965, -0.0088, -0.0508, -0.1067
Si, 9.6679, 1.3673, 31.0965, 0.0228, -0.1114, -0.1177
Si, 0, 5.469, 31.0965, 0.0144, -0.0677, -0.0493
Si, 3.8672, 5.469, 31.0965, 0.0166, 0.0175, -0.006
Si, 7.7343, 5.469, 31.0965, -0.0158, -0.064, 0.027
Si, 1.9336, 6.8362, 31.0965, -0.0521, -0.1156, -0.0276
Si, 5.8008, 6.8362, 31.0965, 0.018, -0.2, 0.2291
Si, 9.6679, 6.8362, 31.0965, 0.0369, -0.1826, 0.1855
Si, 1.9336, 2.7345, 0.9679, 0.0328, 0.0859, 0.0493
Si, 5.8008, 2.7345, 0.9679, -0.0241, 0.0706, -0.2072
Si, 9.6679, 2.7345, 0.9679, 0.0154, 0.0817, 0.0156
Si, 0, 4.1018, 0.9679, -0.1069, 0.0224, -0.1385
Si, 3.8672, 4.1018, 0.9679, 0.0246, 0.0414, 0.0447
Si, 7.7343, 4.1018, 0.9679, 0.0761, 0.0874, 0.0946
Si, 1.9336, 8.2035, 0.9679, 0.0258, 0.0641, -0.0745
Si, 5.8008, 8.2035, 0.9679, 0.0125, 0.1021, -0.0684
Si, 9.6679, 8.2035, 0.9679, -0.0399, 0.1144, 0.1033
Si, 0, 9.5708, 0.9679, -0.0106, 0.0561, 0.0303
Si, 3.8672, 9.5708, 0.9679, -0.0241, 0.1131, 0.1088
Si, 7.7343, 9.5708, 0.9679, 0.0613, -0.0265, -0.0005
Si, 11.6187, 0.0353, 2.8944, -0.0001, -0.0087, 0.0037
Si, 3.8656, 0.0207, 2.9106, 0.0048, -0.0502, 0.0058
Si, 7.7562, 0.0179, 2.888, -0.002, -0.0081, 0.0001
Si, 1.9451, 1.3995, 2.9147, 0.0127, -0.0039, -0.011
Si, 5.8252, 1.3535, 2.8573, -0.0012, 0.0019, -0.0053
Si, 9.6707, 1.3855, 2.914, 0.0006, -0.0032, -0.0055
Si, 11.5747, 5.5095, 2.8609, 0.0006, -0.0005, 0.0126
Si, 3.8894, 5.4934, 2.8984, 0.0075, -0.0035, 0.0025
Si, 7.7522, 5.5102, 2.894, 0.0041, -0.0109, 0.004
Si, 1.9263, 6.8185, 2.8734, 0.0052, -0.0107, -0.0132
Si, 5.8233, 6.8547, 2.8906, -0.0024, -0.0083, -0.0172
Si, 9.6688, 6.9048, 2.9473, 0.002, -0.0054, -0.0123
Si, 1.935, 2.8449, 4.8016, -0.0038, -0.0082, 0.0071
Si, 5.863, 2.7303, 4.7497, 0.001, -0.0129, 0.0019
Si, 9.6198, 2.8003, 4.8253, 0.0006, -0.0083, -0.0006
Si, 11.5602, 4.1377, 4.7607, 0.0009, 0.0049, 0.0143
Si, 3.9443, 4.1002, 4.8073, 0.0021, 0.007, 0.0025
Si, 7.7432, 4.2133, 4.8619, -0.0128, 0.004, 0.0135
Si, 1.9091, 8.1679, 4.796, -0.0059, 0.0009, 0.0188
Si, 5.8304, 8.2747, 4.7772, -0.0014, -0.0051, 0.0059
Si, 9.6844, 8.3394, 4.8817, 0.0017, -0.0081, 0.0069
Si, 11.6543, 9.67, 4.861, -0.0129, 0.013, 0.0011
Si, 3.8397, 9.4977, 4.784, -0.0029, 0.0349, 0.0061
Si, 7.7451, 9.6899, 4.8786, -0.005, 0.0073, 0.0097
Si, 11.6323, 0.2495, 6.7475, 0.0269, -0.02, 0.0055
Si, 3.7762, -0.0378, 6.6453, 0.0069, -0.0277, 0.0117
Si, 7.7431, 0.0709, 6.9054, 0.0114, -0.0093, 0.0058
Si, 2.0794, 1.5278, 6.7381, -0.0264, -0.0123, 0.0107
Si, 5.7398, 1.2867, 6.6275, -0.005, -0.0039, 0.0042
Si, 9.6799, 1.534, 6.8278, -0.0165, -0.0035, 0.018
Si, 11.5565, 5.5189, 6.6615, -0.0043, 0.0049, 0.0011
Si, 4.0137, 5.4467, 6.762, 0.0013, -0.0056, -0.0003
Si, 7.7733, 5.6958, 6.7916, 0.0256, 0.0005, 0.0177
Si, 2.0073, 6.6538, 6.6295, 0.0087, -0.0095, 0.0237
Si, 5.8421, 6.9942, 6.7332, -0.0004, -0.0135, 0.0079
Si, 9.7906, 7.0616, 6.8794, -0.0106, -0.0272, -0.0043
O, 10.044, 7.9836, 8.2725, -0.0028, 0.0011, -0.011
O, 7.698, 9.9423, 8.2106, 0.0016, 0.0048, -0.0171
O, 7.4612, 4.7546, 8.1296, 0.0015, -0.0007, -0.0069
O, 3.3698, 10.3581, 8.189, -0.0028, 0.0047, -0.0113
O, 2.087, 7.5166, 8.0323, 0.0017, -0.0102, -0.0122
O, 4.0328, 4.6085, 8.2221, -0.0027, -0.005, -0.0084
O, 9.8341, 2.4668, 8.2116, -0.0058, -0.0247, -0.0246
O, 2.6418, 2.3617, 8.1034, -0.0003, -0.0059, -0.0158
O, 11.4255, 4.6037, 8.0365, -0.0065, -0.0162, 0.0033
O, 5.3901, 2.3794, 7.8243, 0.0112, -0.0205, -0.0283
O, 5.8499, 7.9879, 8.0804, 0.0061, -0.0141, -0.0231
O, 11.3989, 10.3017, 8.1151, 0.0084, 0.0041, -0.0044
O, 11.1835, 10.0128, 21.7819, 0.0124, 0.0392, 0.1161
O, 3.0808, 11.226, 20.855, -0.0695, 0.754, -0.1109
O, 5.697, 7.7672, 22.1684, 0.0521, -0.157, 0.0101
O, 4.1015, 4.3482, 21.9582, 0.0189, 0.0529, 0.024
O, 7.5384, 9.714, 22.1051, 0.0113, 0.0156, 0.1185
O, 10.1295, 7.6377, 22.1708, -0.0111, 0.006, 0.0593
O, 1.3364, 2.4825, 22.2525, -0.0355, 0.079, -0.1765
O, 5.9251, 2.418, 21.9669, -0.0264, 0.1568, -0.1728
O, 8.4368, 4.7191, 22.2026, -0.0386, 0.0469, 0.0473
O, -0.1248, 4.6169, 21.9546, 0.0358, 0.0648, 0.0656
O, 2.3017, 7.4883, 21.9517, -0.0229, -0.1134, 0.1126
O, 9.0722, 1.8409, 21.8506, 0.043, -0.0299, 0.027
Si, 1.9657, 7.7772, 9.6088, -0.0005, -0.0199, 0.0244
Si, 5.1131, 0.5937, 17.4709, 0.0062, -0.0262, 0.0184
Si, 2.5284, 5.4057, 14.0039, 0.0119, -0.0069, 0.0064
Si, 10.5787, 3.8948, 14.0095, 0.0009, -0.0106, 0.0159
Si, 8.2948, 2.3629, 15.1952, -0.0079, 0.0019, -0.0109
Si, 9.4514, 2.2614, 20.3265, 0.0307, -0.0124, -0.0427
Si, 10.562, 3.6783, 9.0508, 0.0086, 0.0133, 0.035
Si, 0.111, 2.3746, 11.5336, 0.013, 0.0049, 0.0343
Si, 11.0853, 8.146, 15.4047, 0.0253, -0.0196, 0.0041
Si, 5.2115, 6.9229, 13.9952, -0.0079, 0.01, 0.0345
Si, 5.8, 2.6566, 11.0768, 0.0194, -0.0028, 0.0406
Si, 8.4373, 7.6703, 19.3514, -0.0702, 0.0413, -0.0052
Si, 8.0054, 4.8509, 20.6409, 0.0455, -0.004, -0.0691
Si, 6.0354, 9.6117, 15.036, -0.0233, 0.0264, 0.0427
Si, 2.0131, 7.6601, 20.3573, 0.015, 0.0596, -0.1345
Si, 1.9344, 4.8788, 18.832, -0.0134, 0.0492, 0.0134
Si, 4.512, 3.4148, 18.0414, 0.0146, -0.029, -0.0348
Si, 8.528, 8.9354, 16.7827, -0.0255, -0.0081, -0.002
Si, 0.8722, 9.5289, 13.2939, -0.0005, -0.0014, 0.0321
Si, 9.9948, 10.6973, 11.6647, 0.0111, -0.0053, 0.0293
Si, 5.2897, 3.648, 21.0639, 0.0409, -0.1864, 0.0532
Si, 0.6367, 5.4689, 16.249, 0.0033, 0.0216, 0.0026
Si, 10.846, 9.1539, 9.112, -0.0066, 0.0018, 0.0332
Si, 6.4065, 8.9004, 21.2398, -0.1833, 0.1542, -0.1011
Si, 7.1485, 7.1332, 11.4736, -0.0009, -0.0096, 0.0457
Si, 2.7266, 0.7702, 12.1983, -0.0074, -0.0027, 0.0315
Si, 10.7508, 8.6182, 21.0318, 0.0331, -0.0541, -0.072
Si, 6.0466, 4.3168, 15.6462, -0.0138, -0.007, -0.0286
Si, 7.1349, 0.4971, 12.8733, -0.0078, -0.0052, 0.0361
Si, 4.0848, 3.0046, 8.5779, -0.0058, 0.0241, 0.052
Si, 0.9214, 6.7919, 11.9171, -0.0026, 0.0028, 0.0103
Si, 6.593, 9.0709, 9.0619, -0.0059, -0.0062, 0.0354
Si, 0.5611, 3.3656, 21.1413, 0.0173, -0.1189, 0.0103
Si, 9.8307, 6.5757, 12.8908, 0.0136, -0.0083, 0.0146
Si, 7.7731, 4.5727, 9.7147, -0.0046, -0.0021, 0.0213
Si, 3.8775, 10.1482, 19.9305, -0.0242, -0.0608, 0.4225
Si, 4.3094, 3.0587, 13.4844, 0.0094, -0.0018, 0.0284
Si, 3.8753, 10.0282, 9.7116, -0.0108, 0.0049, 0.0341
Si, 8.0909, 0.7973, 17.9551, -0.0348, 0.0023, 0.0146
O, 11.5463, 3.2945, 12.8568, 0.0005, -0.0074, -0.0112
O, 9.3957, 4.4991, 9.8615, 0.0075, -0.0095, -0.0095
O, 8.6188, 3.5771, 19.8592, -0.0193, 0.0018, 0.0085
O, 4.2105, -0.3629, 18.4091, -0.0522, -0.0075, -0.0869
O, 11.3246, 4.5029, 15.3194, -0.005, 0.0039, -0.0023
O, 9.9263, 9.8251, 10.2802, -0.0038, -0.0112, -0.0211
O, 3.8477, 1.541, 13.1061, 0.0059, -0.0056, -0.0185
O, 0.6805, 9.1078, 14.8583, -0.0015, -0.0047, -0.0018
O, 6.5024, 1.0571, 18.2199, 0.0149, 0.0157, 0.0071
O, 4.8004, 3.0899, 19.6213, 0.0085, 0.0094, -0.003
O, 6.305, 1.2096, 11.6579, -0.002, 0.0108, -0.0167
O, 0.5916, 8.6233, 9.8506, -0.0061, 0.0044, -0.0136
O, 5.6677, 4.2781, 17.2431, 0.0001, -0.0092, 0.0212
O, 8.4756, 7.2596, 12.3797, -0.0121, -0.0009, -0.0097
O, 4.4336, 2.6901, 10.1481, -0.0123, -0.0037, -0.0323
O, 2.1323, 5.5048, 15.5782, -0.0023, -0.0163, -0.0003
O, 3.3935, 0.0781, 10.8925, 0.0118, -0.0171, -0.0258
O, 5.9178, 7.1641, 12.539, 0.0113, -0.0092, -0.0244
O, 2.2757, 6.3327, 19.4675, -0.001, -0.0428, -0.0058
O, 0.6875, 4.9252, 17.7801, 0.0083, -0.0203, 0.0129
O, 8.4988, 10.7708, 12.287, 0.0147, -0.0043, -0.0149
O, 5.4926, 10.1137, 9.6465, 0.0054, -0.0009, -0.0134
O, 0.4479, 8.0715, 20.2228, -0.0236, -0.042, 0.0144
O, 9.7472, 2.6172, 14.5466, -0.0033, -0.0057, -0.0185
O, 2.0315, 10.6525, 13.2186, 0.0041, 0.0023, -0.0169
O, 10.0332, 9.0725, 16.2057, 0.0048, 0.0018, -0.001
O, 6.2274, 10.2626, 13.5516, 0.0097, -0.0018, -0.0283
O, 7.4327, 1.543, 14.0886, 0.0036, -0.0031, -0.0087
O, 1.6338, 3.8689, 20.0529, 0.0217, -0.0076, 0.0226
O, 5.9402, 5.7947, 14.9483, -0.0007, -0.0044, -0.0022
O, 7.4648, 9.0086, 15.5603, 0.0161, -0.0092, 0.0017
O, 1.5952, 1.7511, 11.5973, -0.0109, -0.0015, -0.0153
O, 7.1941, 8.3378, 10.3793, -0.0018, 0.0102, -0.03
O, 4.2796, 1.9837, 17.272, -0.0043, 0.0495, -0.0009
O, 7.0755, 3.2078, 10.2397, 0.0153, -0.0037, -0.0144
O, 11.6642, 6.9864, 16.375, -0.0083, 0.0058, 0.0083
O, 8.2576, 10.1449, 17.8024, 0.013, -0.0005, -0.0063
O, 3.3143, 8.5454, 10.0898, 0.0043, 0.0013, -0.0066
O, 7.5806, 3.7962, 15.4964, 0.0105, -0.0032, 0.0058
O, 3.1889, 4.3332, 17.9765, 0.0012, -0.0083, 0.0165
O, 2.9387, 3.9104, 13.5488, -0.0025, 0.0095, -0.005
O, 1.3981, 8.2561, 12.4409, -0.002, -0.0142, -0.0052
O, 1.2168, 5.7487, 13.1169, 0.0064, 0.0075, -0.011
O, 5.0682, 8.3184, 14.8324, 0.0091, -0.0092, -0.0005
O, 11.055, 2.5182, 20.3008, 0.0084, 0.0069, 0.0163
O, 11.0278, 10.0266, 12.7274, 0.0025, -0.0009, -0.0131
O, 5.3811, 3.5901, 12.3585, 0.009, -0.0085, -0.0207
O, 5.0543, 3.2373, 14.9142, -0.0051, -0.0023, 0.0079
O, 6.3739, 4.8212, 20.6784, -0.0131, 0.0339, 0.0123
O, 8.5261, 1.5443, 16.579, 0.0159, 0.004, 0.0029
O, 10.5176, 1.2748, 11.3943, 0.0014, -0.0007, -0.016
O, 10.9165, 6.6859, 11.6702, 0.0005, -0.0089, -0.0068
O, 3.0365, 8.7663, 19.7854, -0.0363, -0.0159, -0.0695
O, 1.7691, 6.4524, 10.5569, 0.0047, 0.0042, -0.013
O, 7.0175, 8.2222, 19.9106, 0.0395, -0.0571, -0.0223
O, 8.3888, 7.5938, 17.7161, 0.0212, -0.0058, -0.0008
O, 3.7042, 6.4485, 13.6525, -0.0035, -0.0053, 0.0034
O, 9.6004, 5.0249, 13.3402, 0.0009, 0.0017, 0.0045
O, 5.2932, 9.9506, 20.7356, 0.0504, -0.0616, -0.0884
O, 10.3322, 7.4369, 14.1597, -0.0126, -0.0081, -0.0019
O, 8.62, 6.161, 19.919, -0.012, -0.0719, 0.0337
O, 7.1396, 5.7567, 10.6156, 0.003, -0.0051, -0.006
O, 5.4244, 10.7156, 16.0832, 0.017, -0.0181, -0.0446
O, 9.0366, 1.153, 19.2229, 0.0013, 0.0093, -0.004
O, 11.6529, 3.2208, 10.1518, -0.0052, -0.0003, -0.0216
O, 9.6083, 8.6868, 19.8733, 0.0323, 0.0023, 0.0151

Results
free energy: -153072.557 eV
free energy less fixed offsets of As -4856.12, O -568.88, Si -635.61 eV per atom: 2.333 eV

The program warned: the cutoff lies below the one the program advises for these potential files; the exchange-correlation potential is rough where the density is thin.
